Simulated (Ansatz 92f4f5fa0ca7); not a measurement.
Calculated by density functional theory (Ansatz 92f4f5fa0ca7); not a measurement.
Periodic cell of 414 atoms, Si266O148, from a study of silicon, its oxide and their interface. The atomic structure is a simulated model.
Doubt: the cutoff is far below the 930 eV that the study's wrapper takes by default for these files, so forces and energies are approximate.
This geometry differs little from another in the collection (a relaxation step or a small displacement).

Settings: functional PBE; potential files Ansatz PAW; basis plane waves; wave-function cutoff 580 eV; density cutoff ratio 5; exchange-correlation grid ratio 1; k mesh 1 x 1 x 1, Gamma-centred; self-consistency stop 5e-08 eV per atom in the density residual; occupations fixed; spin none; net charge 0.

Cell vectors (angstrom)
a 15.4687 0 0
b 0 12.8259 0
c 0 0 36.5362

Atoms and the computed forces on them: element, x, y, z (angstrom), force x, y, z (eV/angstrom)
Si 0.004 1.156 33.815 -0.05 0.017 0.01
Si 3.857 1.162 33.829 -0.007 -0.009 0.006
Si 7.657 1.142 33.918 -0.005 -0.009 0.01
Si 11.64 1.177 33.829 0 0 0.02
Si 1.963 7.593 33.81 0.008 0.002 0.003
Si 5.739 7.584 33.876 -0.026 -0.015 -0.006
Si 9.725 7.58 33.889 -0.003 0.001 0.02
Si 13.565 7.561 33.86 0.022 0.001 0.013
Si 1.934 5.247 34.269 0.019 0.119 0.304
Si 5.801 5.247 34.269 0.005 -0.064 0.092
Si 9.668 5.247 34.269 -0.043 0.038 0.117
Si 13.535 5.247 34.269 0.229 -0.194 -0.306
Si 0 11.66 34.269 0.168 0.035 -0.506
Si 3.867 11.66 34.269 -0.11 -0.136 -0.231
Si 7.734 11.66 34.269 -0.088 0.035 0.287
Si 11.602 11.66 34.269 0.29 -0.118 0.319
Si 0 4.664 35.506 -0.017 -0.044 -0.007
Si 3.867 4.664 35.506 -0.021 0.144 0.053
Si 7.734 4.664 35.506 -0.033 0.051 0.042
Si 11.602 4.664 35.506 -0.033 -0.031 -0.109
Si 1.934 11.077 35.506 0.024 -0.053 -0.056
Si 5.801 11.077 35.506 -0.006 -0.096 -0.078
Si 9.668 11.077 35.506 0.009 0.014 -0.025
Si 13.535 11.077 35.506 -0.071 0.038 0.029
Si 0 2.332 35.918 -0.043 0.005 -0.234
Si 3.867 2.332 35.918 -0.033 -0.038 -0.171
Si 7.734 2.332 35.918 -0.231 0.121 0.312
Si 11.602 2.332 35.918 0.24 -0.145 -0.096
Si 1.934 8.745 35.918 0.231 -0.066 -0.179
Si 5.801 8.745 35.918 -0.335 0.029 0.207
Si 9.668 8.745 35.918 0.251 0.043 0.237
Si 13.535 8.745 35.918 -0.062 -0.01 -0.027
Si 1.934 1.749 0.619 0.066 -0.084 -0.054
Si 5.801 1.749 0.619 0.018 0.032 0.043
Si 9.668 1.749 0.619 -0.008 -0.036 -0.077
Si 13.535 1.749 0.619 -0.071 0.047 0.009
Si 0 8.162 0.619 -0.055 -0.065 -0.09
Si 3.867 8.162 0.619 -0.023 0.039 0.081
Si 7.734 8.162 0.619 0.025 -0.04 -0.084
Si 11.602 8.162 0.619 -0.037 0.058 0.021
Si 0 5.83 1.031 0.001 0.041 0.073
Si 3.867 5.83 1.031 0.041 -0.156 -0.136
Si 7.734 5.83 1.031 0.031 0.028 0.051
Si 11.602 5.83 1.031 0.027 0.018 0.035
Si 1.934 12.243 1.031 -0.033 0.09 0.112
Si 5.801 12.243 1.031 0.016 -0.007 0.001
Si 9.668 12.243 1.031 -0.004 -0.028 -0.007
Si 13.535 12.243 1.031 0.065 0.01 0.05
Si 1.934 5.247 2.268 0.218 -0.056 -0.372
Si 5.801 5.247 2.268 -0.305 0.007 -0.16
Si 9.668 5.247 2.268 0.026 -0.01 -0.113
Si 13.535 5.247 2.268 -0.144 0.033 0.197
Si 0 11.66 2.268 0.048 0.151 0.497
Si 3.867 11.66 2.268 0.087 0.071 0.482
Si 7.734 11.66 2.268 -0.113 -0.107 -0.339
Si 11.602 11.66 2.268 -0.001 -0.027 -0.087
Si 1.934 2.915 2.68 -0.089 0.056 0.149
Si 5.801 2.915 2.68 -0.025 0.113 0.118
Si 9.668 2.915 2.68 -0.023 0.062 0.005
Si 13.535 2.915 2.68 0.103 -0.004 -0.03
Si 0 9.328 2.68 0.078 -0.05 0.017
Si 3.867 9.328 2.68 0.02 0.009 -0.02
Si 7.734 9.328 2.68 0 -0.091 -0.093
Si 11.602 9.328 2.68 0.051 -0.026 0.007
Si 0.133 4.707 30.941 0.018 -0.037 0.014
Si 3.877 1.166 29.237 -0.008 0.079 -0.025
Si 11.965 4.591 26.191 -0.022 0.015 -0.066
Si 6.339 -2.106 24.781 -0.015 0.011 -0.023
Si -4.007 1.039 22.763 -0.007 0.005 0.034
Si 5.411 4.04 27.666 -0.007 0.051 0.043
Si 8.599 1.125 26.096 -0.128 -0.16 0.147
Si 9.392 6.555 26.029 -0.07 -0.028 0.073
Si 4.418 5.788 25.213 -0.039 -0.017 0.019
Si 1.867 3.207 23.545 -0.007 -0.018 -0.019
Si 11.565 4.248 30.915 0.002 -0.036 -0.05
Si 7.431 3.246 18.698 -0.015 -0.058 0.031
Si 4.016 11.397 20.082 -0.019 0.009 -0.027
Si 4.312 10.769 27.364 -0.004 -0.012 -0.085
Si 2.196 9.703 28.562 0.048 -0.007 0.019
Si 13.137 9.837 29.039 -0.004 -0.006 -0.023
Si 3.36 0.151 27.123 0.024 -0.016 0
Si 8.346 -1.293 25.994 0.079 -0.036 -0.026
Si 8.083 -1.696 28.307 0.034 0.016 -0.025
Si 6.058 -2.804 28.879 -0.036 0.024 0.013
Si 1.918 13.395 30.422 -0.012 -0.074 0.022
Si 13.518 7.501 29.461 0.001 0.025 0.033
Si 15.493 14.039 21.886 0.028 0.033 0.009
Si 14.014 6.387 27.45 -0.016 0.013 -0.029
Si 0.158 1.463 29.005 0.028 -0.026 -0.025
Si 5.795 0.53 30.518 -0.08 -0.022 0.039
Si 9.867 -1.802 31.224 -0.131 -0.047 -0.157
Si 9.745 0.506 30.894 0.012 0.105 -0.053
Si 1.92 7.367 29.127 -0.033 -0.034 -0.002
Si 4.003 6.933 30.302 0.054 0.045 0.018
Si 7.762 7.134 30.907 -0.08 -0.097 -0.011
Si 10.393 9.408 24.829 0.001 -0.037 -0.014
Si 1.988 5.786 25.397 -0.015 -0.01 -0.004
Si 3.513 3.484 29.065 0.045 -0.023 -0.027
Si 8.92 2.162 28.264 0.166 0.016 0.069
Si 13.436 0.888 30.199 -0.034 -0.008 0.083
Si 0.069 7.055 30.625 -0.02 0.021 -0.041
Si 6.198 7.63 29.217 -0.109 -0.048 0.023
Si 9.989 9.91 29.167 0.116 0.01 -0.016
Si 11.574 6.664 30.508 0.001 -0.004 -0.043
Si 1.046 3.767 28.896 0.015 0.007 0.01
Si 3.921 4.667 31.035 -0.002 0.033 -0.025
Si 7.73 4.751 31.027 -0.006 0.017 -0.048
Si 7.653 4.244 28.701 -0.106 0.121 -0.033
Si 1.981 10.986 30.725 -0.039 0.014 -0.027
Si 5.78 11.043 31.002 0.003 0.015 -0.004
Si 7.884 13.261 29.48 0.105 -0.063 -0.154
Si 13.496 11.264 30.884 0.025 0.033 -0.025
Si 1.978 4.096 32.252 -0.012 -0.009 0.005
Si 5.837 4.06 32.227 0.006 -0.019 0.01
Si 9.637 4.04 32.245 0.033 0.009 0.063
Si 13.595 4.059 32.152 0.011 0.025 0
Si 0.018 10.575 32.084 -0.014 0.006 0.002
Si 3.826 10.475 32.17 -0.006 0.009 0.017
Si 7.759 10.529 32.225 0.001 -0.014 0.051
Si 11.778 10.398 32.298 0.081 -0.017 0.052
Si 1.936 1.716 32.551 0.007 0.003 -0.023
Si 5.794 1.722 32.582 -0.011 0.03 0.014
Si 9.596 1.762 32.816 -0.03 0.025 0.023
Si 13.56 1.739 32.492 0.045 -0.009 -0.006
Si 0.01 8.241 32.632 0.008 0.016 0.009
Si 3.886 8.127 32.466 -0.023 -0.008 -0.034
Si 7.729 8.266 32.872 0.015 0.035 0.009
Si 11.656 7.996 32.561 -0.049 -0.017 -0.042
Si 0 2.332 3.917 -0.203 -0.173 -0.672
Si 3.867 2.332 3.917 0.159 0.054 0.695
Si 7.734 2.332 3.917 0.111 -0.047 -0.105
Si 11.602 2.332 3.917 -0.057 0.088 0.196
Si 1.934 8.745 3.917 -0.082 -0.068 0.206
Si 5.801 8.745 3.917 -0.107 -0.088 -0.438
Si 9.668 8.745 3.917 -0.081 0.108 -0.206
Si 13.535 8.745 3.917 -0.2 0.12 0.163
Si 1.973 6.359 4.31 0.008 -0.008 0.006
Si 5.693 6.397 4.316 -0.005 0.013 0.008
Si 9.632 6.427 4.31 -0.004 0.009 0.011
Si 13.484 6.425 4.359 -0.016 0.005 0.018
Si -0.019 12.853 4.4 -0.04 -0.014 -0.027
Si 3.911 12.853 4.407 -0.011 0.02 -0.021
Si 7.737 12.834 4.273 -0.007 -0.005 -0.021
Si 11.599 12.828 4.32 0.01 -0.002 -0.03
Si 0.012 5.819 5.474 0.013 -0.021 0.002
Si 3.848 5.761 5.707 -0.017 -0.03 -0.004
Si 7.643 5.79 5.412 0.005 -0.018 0.032
Si 11.509 5.854 5.617 0.025 -0.028 -0.031
Si 1.942 12.404 5.68 0.055 0.01 0.03
Si 5.915 12.329 5.667 0.01 0.01 -0.003
Si 9.643 12.251 5.493 -0.011 0.006 0.024
Si 13.466 12.254 5.632 0.021 -0.033 -0.046
Si -0.194 3.485 5.879 0.003 0.021 -0.028
Si 4.055 3.334 6.184 0.044 0.007 -0.017
Si 7.794 3.525 5.95 -0.072 0.043 -0.072
Si 11.505 3.536 5.998 0.019 0.032 0.002
Si 1.842 10.093 5.913 -0.043 -0.074 0.001
Si 5.803 9.989 5.872 0.067 0.003 -0.021
Si 9.596 9.913 5.958 0.05 0.01 -0.032
Si 13.433 9.894 6.018 -0.019 0.006 -0.014
Si 3.006 2.415 8.127 0.05 -0.022 -0.003
Si 6.072 2.837 7.375 0.024 0 0.05
Si 9.172 6.461 8.886 0.124 -0.095 0.067
Si 15.408 0.648 8.781 -0.162 0.06 0.014
Si -0.069 9.382 7.194 0.04 -0.028 0.062
Si 3.835 9.565 6.989 -0.058 -0.046 0.11
Si 12.006 3.864 21.356 0.021 0.035 0.038
Si 18.665 7.297 7.416 -0.027 0.04 -0.03
Si -0.896 7.453 10.421 0.054 0.03 -0.077
Si 0.325 5.953 9.151 0.049 0.046 0.156
Si 7.638 9.251 7.096 -0.042 -0.065 0.049
Si 9.627 2.994 7.25 -0.003 -0.046 0.058
Si 3.974 11.184 8.761 -0.048 0.062 -0.013
Si 6.787 13.337 7.731 -0.017 -0.023 0.04
Si 9.266 13.494 7.46 -0.039 0.006 0.003
Si 14.631 15.024 10.54 -0.074 -0.089 0.167
Si 6.051 6.498 9.292 0.067 -0.106 0.064
Si 7.749 7.733 10.36 -0.047 0.071 -0.075
Si 12.586 6.356 10.421 -0.086 -0.095 0.075
Si 14.752 3.909 8.973 0.08 -0.118 -0.038
Si 0.392 17.974 18.846 -0.004 -0.025 0.062
Si 2.299 18.527 10.478 -0.107 -0.085 0.102
Si 11.124 12.785 8.794 -0.012 0.005 0.06
Si 13.404 15.811 7.22 0.032 -0.06 -0.051
Si 1.583 2.154 12.617 0.011 0.061 0.006
Si 0.779 10.124 11.798 -0.015 0.023 0.056
Si 7.855 7.494 12.689 -0.036 0.01 0.07
Si 11.474 9.249 7.239 0.009 -0.053 -0.046
Si 2.288 12.911 8.048 0.124 -0.06 0.001
Si 6.166 11.877 9.583 -0.046 -0.008 0.009
Si 3.009 9.594 10.141 -0.125 -0.003 -0.05
Si 11.179 6.954 7.709 0.013 -0.05 0.086
Si 3.378 3.499 10.279 0.083 -0.016 0.168
Si 7.426 6.916 7.412 -0.02 0.07 -0.154
Si 6.276 4.09 9.441 0.047 -0.05 -0.002
Si 11.978 3.472 11.271 -0.02 -0.045 0.015
Si 9.446 14.389 14.179 -0.022 0.018 0.017
Si 9.966 12.861 11.659 -0.01 0.028 0.057
Si 10.971 10.48 9.167 -0.059 0.046 0.135
Si 16.248 7.149 7.232 0.006 0.1 0.006
Si 3.864 7.272 9.7 -0.006 0.102 -0.01
Si 9.347 4.075 9.389 -0.119 0.041 0.074
Si 5.001 0.942 16.01 0.007 -0.002 -0.049
Si 13.261 0.618 7.678 0.02 0.051 0.078
Si 3.988 10.021 14.837 -0.004 0.007 0.031
Si 7.769 9.956 9.337 -0.014 -0.05 0.006
Si 13.75 13.767 15.388 -0.017 -0.01 -0.009
Si 16.234 2.615 7.751 0.007 0.116 -0.028
O 13.963 21.203 20.034 -0.038 0.018 0.025
O -12.472 21.112 17.379 0.007 -0.004 -0.009
O -2.557 4.925 22.163 -0.028 -0.016 0.001
O 30.449 19.297 18.347 -0.011 -0.002 -0.024
O 14.054 -14.984 21.64 0.005 0.019 0.002
O -6.739 -0.336 17.272 0.01 -0.015 0.012
O -29.451 0.493 21.631 0.026 0.014 -0.016
O 7.793 14.737 21.693 -0.006 0.003 0.006
O -0.723 14.632 20.521 0.008 -0.003 0.023
O 16.451 8.703 12.6 -0.096 -0.182 -0.11
O 16.465 18.478 20.304 0.002 -0.015 -0.027
O 32.373 -0.826 15.22 0.018 -0.016 -0.018
O -8.421 17.422 17.887 0.012 0.045 -0.043
O -0.431 6.751 13.551 0.028 0.038 -0.068
O 10.615 27.361 17.932 0 -0.005 0.001
O -4.898 4.549 21.122 0.014 0.013 -0.013
O 14.795 5.899 23.611 -0.019 -0.001 -0.007
O 5.313 19.905 24.729 0.042 0.029 -0.022
O 11.927 12.578 18.846 0.013 -0.02 -0.006
O 3.414 25.606 23.571 0.021 0.018 0.008
O 1.481 17.284 24.529 0.005 0.055 0.032
O 27.514 4.443 15.32 0.005 0.015 0.021
O 5.446 3.202 22.069 -0.016 0.007 0.009
O 4.764 -20.019 21.538 0.008 -0.022 0.006
O 7.38 -7.414 15.414 0.003 -0.004 0.041
O 10.523 24.31 12.332 0.025 0.008 -0.011
O 11.288 6.856 11.296 0.026 -0.029 -0.034
O 8.689 16.394 19.672 0.021 0.039 -0.001
O -15.374 -10.649 11.915 0.022 -0.024 -0.06
O -9.242 2.612 19.623 0.018 0.011 -0.018
O 23.452 2.074 17.701 0.007 0.02 0.003
O 14.241 10.274 27.876 0.016 -0.008 0.001
O 10.043 9.585 23.24 0.002 0.02 0.03
O -12.628 29.44 22.328 -0.019 -0.007 -0.001
O 28.161 16.419 19.923 -0.019 0.011 0.014
O 12.247 -2.538 19.814 0 -0.043 0.014
O 24.507 0.565 19.718 -0.008 -0.016 0.015
O 6.251 16.758 13.278 0.017 0.009 -0.002
O 27.506 9.298 25.033 0.003 0.033 0.003
O 12.613 13.582 16.533 0.005 -0.002 0.002
Si 23.099 18.682 16.972 -0.038 -0.027 -0.025
Si 2.31 -0.624 22.516 -0.006 0.009 0.022
Si 0.159 7.312 23.596 0.017 -0.008 -0.04
Si 9.597 7.57 29.559 0.108 0.034 -0.102
Si 8.147 6.513 28.009 0.038 -0.028 0.097
Si 6.245 18.117 14.218 -0.02 -0.001 -0.028
Si 2.64 -0.281 14.256 0.011 0.054 -0.004
Si 2.541 7.716 15.902 0.016 -0.011 -0.015
Si 15.805 -2.198 27.443 -0.066 -0.024 -0.061
Si 19.243 0.979 24.811 -0.013 -0.002 -0.022
Si 6.571 2.177 25.438 -0.142 0.039 -0.032
Si 12.252 18.877 15.346 0.007 -0.069 -0.02
Si 13.144 22.341 20.878 -0.008 -0.001 -0.013
Si 16.132 12.431 16.6 0.024 0.036 0.01
Si 23.929 6.381 22.026 0.039 0.029 0.032
Si -1.021 -2.343 16.797 -0.063 -0.072 0.013
Si 15.319 6.216 15.05 0.055 -0.047 -0.058
Si 6.201 24.855 21.873 -0.004 -0.012 -0.036
Si 24.61 0.994 18.154 0.007 0.035 0.001
Si 22.073 2.413 13.772 0.028 -0.047 -0.037
Si 9.543 17.738 19.929 0.008 -0.011 0.045
Si 23.314 -0.552 15.911 -0.024 0.049 -0.049
Si 15.041 20.886 18.836 0.022 0.033 0.025
Si 10.848 7.319 12.807 0.017 0.026 0.033
Si 10.409 15.102 25.202 0.159 0.122 0.033
Si 9.921 6.467 17.473 0.047 0.007 0.003
Si 10.414 8.661 21.943 0.009 -0.026 -0.014
Si 19.855 17.171 22.465 0.014 0.012 -0.047
Si -2.333 8.105 24.816 0.031 -0.054 -0.006
Si -8.561 10.191 13.984 -0.022 0.006 -0.068
Si 14.166 11.078 13.809 -0.018 0.022 -0.023
Si 13.205 5.55 23.613 0.035 0.014 -0.016
Si 13.997 -0.717 22.494 -0.018 -0.025 -0.006
Si 8.43 4.311 24.096 0.024 0.061 -0.031
Si 6.238 2.12 21.201 -0.009 -0.004 -0.002
Si 15.472 9.471 9.606 0.159 0.045 0.013
Si 6.031 7.914 23.516 -0.025 -0.009 -0.036
Si -3.52 3.114 14.412 0.01 -0.026 0.036
Si 15.897 7.193 12.25 0.155 0.089 0.146
Si 18.835 0.815 17.946 -0.009 0.002 -0.069
Si 8.691 0.593 21.299 -0.007 -0.006 0
Si 17.096 16.465 14.516 0.045 -0.009 -0.042
Si 12.184 13.992 18.055 -0.052 -0.062 -0.054
Si 6.815 -0.174 11.836 -0.052 -0.01 -0.048
Si 20.109 7.204 21.082 -0.059 -0.01 -0.005
Si 18.088 16.413 17.255 -0.003 0.008 -0.015
Si 4.127 -7.722 15.224 -0.079 -0.05 -0.054
Si 11.178 2.016 29.698 0.101 0.072 -0.047
Si 16.962 20.011 20.708 0 -0.012 0.028
Si 13.888 15.468 19.359 0.057 0.021 -0.014
Si -6.161 9.23 18.982 0.01 -0.038 0.048
Si 6.276 8.32 18.499 -0.008 -0.002 0.007
Si 27.244 10.994 18.471 0.073 0.011 -0.019
Si 19.671 22.204 17.739 -0.035 0.034 -0.018
Si 16.423 0.072 27.225 -0.009 0.063 -0.001
Si 15.73 24.415 24.727 0.008 0.031 -0.022
Si 31.858 18.58 27.542 0.004 0.002 0.015
Si 11.556 10.244 12.136 -0.016 0.039 -0.008
O 10.37 5.352 18.597 -0.034 0.001 0.012
O 8.208 2.595 14.053 -0.01 -0.02 0.016
O 28.475 15.031 10.993 -0.026 -0.005 -0.029
O 9.848 -4.919 18.219 0.002 0.022 0.004
O 5.545 13.5 21.522 0.001 0.008 0.006
O -3.178 6.36 8.81 -0.088 0.026 -0.151
O 34.934 17.099 16.663 -0.005 0.018 -0.001
O 23.271 8.98 13.385 0.017 -0.056 0.01
O -16.534 -2.65 15.165 0.023 0.002 0
O 15.484 -1.677 12.825 -0.002 -0.008 0.03
O 5.045 10.599 25.827 -0.011 0.011 0.039
O 20.514 3.587 10.464 0.002 0.062 -0.088
O -10.846 17.482 24.047 0.005 0.024 0.001
O 2.738 2.587 11.514 0.004 0.083 -0.112
O 8.373 -0.059 11.32 0.082 0.008 0.014
O 18.561 7.372 20.667 0.029 0.001 -0.02
O 17.164 30.426 17.911 -0.003 0.001 -0.002
O 14.961 3.77 18.788 0.014 0.045 -0.009
O 23.977 5.686 24.965 0.038 0 -0.002
O 18.267 21.733 14.811 -0.016 0.005 -0.002
O 13.829 6.32 15.745 -0.009 0.016 0.024
O 12.859 4.797 10.87 0.003 0.139 -0.032
O 13.613 7.44 26.236 0.014 0.002 0.01
O 16.477 8.249 19.572 0 -0.004 -0.019
O -10.57 8.199 22.366 0.016 0.012 0.022
O 22.171 -1.418 12.906 0.015 -0.007 0.028
O -6.954 6.124 20.397 0.017 -0.024 0.02
O 6.278 12.729 16.143 0.055 -0.011 0.011
O 15.977 2.474 22.911 0.02 0.012 -0.023
O -6.71 0.215 14.785 0.004 0.003 0.039
O 25.175 33.713 25.473 -0.004 0.01 -0.026
O 9.639 9.177 20.595 -0.007 0.013 -0.044
O 18.508 4.431 14.172 0.038 0.07 0.105
O 10.81 -7.075 26.284 0.03 -0.014 -0.016
O -5.331 26.864 12.753 -0.008 -0.025 -0.058
O 19.407 -0.001 19.254 -0.006 -0.033 0.045
O -3.62 10.039 10.527 0.006 -0.031 -0.068
O 5.091 5.305 26.636 0.02 -0.037 0.037
O -15.757 13.742 16.197 0.009 0.032 -0.001
O 28.44 23.299 12.896 -0.003 -0.029 -0.004
O 30.404 9.126 17.598 -0.012 -0.008 -0.003
O 5.934 24.374 23.41 -0.008 -0.022 0.009
O 25.222 10.73 25.543 -0.07 0.073 0.033
O 26.336 8.944 12.82 0.013 0.005 -0.011
O 10.549 3.55 10.437 0.006 0.012 -0.015
O 9.315 6.826 13.11 0 0.001 0.009
O 25.341 7.156 22.332 -0.002 -0.007 -0.021
O 1.866 2.876 15.97 -0.018 0.045 0.01
O 7.818 3.671 9.993 0.017 0.032 -0.046
O 18.471 11.295 21.361 -0.007 0.013 0.011
O 31.488 12.989 25.565 0.025 -0.032 0.043
O 17.457 13.443 13.061 0.009 -0.063 0
O 20.973 -1.733 20.72 0.016 0.023 0.027
O 1.687 -6.705 12.013 0.004 0.008 -0.173
O -4.795 -10.57 14.994 -0.015 0.003 -0.006
O -9.753 15.529 26.741 0.014 -0.029 0.019
O 12.464 12.66 22.372 -0.024 0.008 -0.018
O 19.127 32.272 15.522 -0.027 -0.005 0.018
O 21.147 7.577 19.87 0.013 0.006 -0.021
O 13.094 17.809 27.317 0.039 0.014 0.027
O -2.609 10.711 17.253 -0.041 -0.002 0.014
O 22.699 20.047 22.651 -0.021 0.006 -0.001
O -7.192 17.678 22.581 0.007 -0.008 0.009
O -3.08 19.756 23.939 0 0.017 -0.01
O 11.555 22.884 28.504 -0.091 -0.003 0.064
O 16.742 24.172 23.453 -0.014 -0.017 0.018
O 21.211 15.015 15.165 0.008 -0.029 0.02
O 1.011 7.125 15.81 -0.017 -0.005 0.003
O 10.218 23.277 18.293 0 0.003 -0.016
O 27.522 -4.112 21.805 0.01 0.022 -0.03
O 11.283 15.926 26.369 -0.017 -0.034 -0.042
O 2.354 23.314 11.411 0.081 -0.021 -0.082
O -17.564 15.134 14.583 0.026 -0.001 0.016
O 34.71 13.449 14.976 -0.036 0 -0.009
O 18.231 -10.583 24.534 0.023 -0.017 0.015
O -4.036 14.113 24.379 -0.101 0.036 0.018
O 33.932 -10.435 18.314 -0.023 0.013 0.043
O 20.909 9.53 14.279 -0.017 -0.009 0.029
O -5.467 13.422 22.229 0.023 0.006 0.012
O -1.729 12.579 14.276 0.007 0.013 0.007
O 14.242 -1.104 24.073 -0.001 -0.036 0.021
O 16.314 7.586 22.15 -0.016 0.001 0.038
O 22.604 16.274 24.559 -0.006 -0.051 0.004
O 9.367 -2.449 9.628 0.078 0.02 -0.058
O 11.164 6.626 16.416 0.022 0.009 0.014
O 1.633 -3.895 9.445 -0.137 0.011 0.018
O 3.667 23.031 19.04 0.01 0.002 0.003
O 11.686 3.545 12.869 -0.024 0.033 -0.091
O -8.751 32.817 17.4 0.017 -0.021 -0.002
O 6.356 14.042 12.645 0.015 0.014 0.023
O 26.306 13.313 10.365 0.025 -0.014 -0.087
O 16.845 7.16 24.68 0.006 -0.018 -0.003
O 6.683 9.212 24.238 0.029 0.015 0.014
O 17.359 0.075 17.603 0.028 0.029 0.023
O 18.955 24.042 13.847 -0.004 0.002 0
O 19.719 10.412 16.431 -0.017 -0.015 -0.024
O 14.53 -4.34 23.997 -0.026 0.014 0.004
O 0.397 10.348 25.787 -0.005 0.013 0.061
O 23.117 -3.575 18.805 0.009 0.002 -0.005
O 11.943 15.259 22.1 -0.027 -0.021 -0.001
O 25.285 3.453 24.197 -0.044 -0.06 0.03
O 7.677 -2.083 15.336 0.001 -0.025 0.013
O 20.86 14.169 24.629 0.043 0.002 0.009
O 6.604 -6.279 13.208 0.053 0.034 -0.008
O 15.853 17.501 14.855 -0.026 0.057 0.056
O 28.228 4.488 24.76 -0.007 -0.004 0.02
O 27.363 6.717 13.896 -0.002 0.011 -0.026
O 7.82 -0.748 21.647 0.005 0 0.003

Results
free energy: -253252.730 eV
free energy less fixed offsets of O -568.88, Si -635.61 eV per atom: 13.770 eV

The program warned: the cutoff lies below the one the program advises for these potential files; the forces do not sum to zero within the program's tolerance; the exchange-correlation potential is rough where the density is thin.
